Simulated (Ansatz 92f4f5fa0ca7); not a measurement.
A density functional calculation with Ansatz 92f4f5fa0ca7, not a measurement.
Periodic cell of 348 atoms, Si240O108, from a study of silicon, its oxide and their interface. The atomic structure is a simulated model.
Doubt: the cutoff is far below the 930 eV that the study's wrapper takes by default for these files, so forces and energies are approximate.
This geometry differs little from another in the collection (a relaxation step or a small displacement).

Settings: functional PBE; potential files Ansatz PAW; basis plane waves; wave-function cutoff 580 eV; density cutoff ratio 5; exchange-correlation grid ratio 1; k mesh 1 x 1 x 1, Gamma-centred; self-consistency stop 5e-08 eV per atom in the density residual; occupations fixed; spin none; net charge 0.

Cell vectors (angstrom)
a 11.6015 0 0
b 0 13.3963 0
c 0 0 40.1488

Atoms: element, x, y, z (angstrom)
Si 0 2.2327 1.1851
Si 3.8672 2.2327 1.1851
Si 7.7343 2.2327 1.1851
Si 1.9336 5.5818 1.1851
Si 5.8008 5.5818 1.1851
Si 9.6679 5.5818 1.1851
Si 0 8.9308 1.1851
Si 3.8672 8.9308 1.1851
Si 7.7343 8.9308 1.1851
Si 1.9336 12.2799 1.1851
Si 5.8008 12.2799 1.1851
Si 9.6679 12.2799 1.1851
Si 1.9336 1.1164 1.9745
Si 5.8008 1.1164 1.9745
Si 9.6679 1.1164 1.9745
Si 0 4.4654 1.9745
Si 3.8672 4.4654 1.9745
Si 7.7343 4.4654 1.9745
Si 1.9336 7.8145 1.9745
Si 5.8008 7.8145 1.9745
Si 9.6679 7.8145 1.9745
Si 0 11.1635 1.9745
Si 3.8672 11.1635 1.9745
Si 7.7343 11.1635 1.9745
Si 1.9336 1.1164 4.3426
Si 5.8008 1.1164 4.3426
Si 9.6679 1.1164 4.3426
Si 0 4.4654 4.3426
Si 3.8672 4.4654 4.3426
Si 7.7343 4.4654 4.3426
Si 1.9336 7.8145 4.3426
Si 5.8008 7.8145 4.3426
Si 9.6679 7.8145 4.3426
Si 0 11.1635 4.3426
Si 3.8672 11.1635 4.3426
Si 7.7343 11.1635 4.3426
Si 0 0 35.8083
Si 3.8672 0 35.8083
Si 7.7343 0 35.8083
Si 1.9336 3.3491 35.8083
Si 5.8008 3.3491 35.8083
Si 9.6679 3.3491 35.8083
Si 0 6.6981 35.8083
Si 3.8672 6.6981 35.8083
Si 7.7343 6.6981 35.8083
Si 1.9336 10.0472 35.8083
Si 5.8008 10.0472 35.8083
Si 9.6679 10.0472 35.8083
Si 0 0 38.1764
Si 3.8672 0 38.1764
Si 7.7343 0 38.1764
Si 1.9336 3.3491 38.1764
Si 5.8008 3.3491 38.1764
Si 9.6679 3.3491 38.1764
Si 0 6.6981 38.1764
Si 3.8672 6.6981 38.1764
Si 7.7343 6.6981 38.1764
Si 1.9336 10.0472 38.1764
Si 5.8008 10.0472 38.1764
Si 9.6679 10.0472 38.1764
Si 0 2.2327 38.9658
Si 3.8672 2.2327 38.9658
Si 7.7343 2.2327 38.9658
Si 1.9336 5.5818 38.9658
Si 5.8008 5.5818 38.9658
Si 9.6679 5.5818 38.9658
Si 0 8.9308 38.9658
Si 3.8672 8.9308 38.9658
Si 7.7343 8.9308 38.9658
Si 1.9336 12.2799 38.9658
Si 5.8008 12.2799 38.9658
Si 9.6679 12.2799 38.9658
Si 0.0242 -0.1082 28.7485
Si 3.8275 -0.0555 28.6546
Si 7.7406 -0.0867 28.3639
Si 1.7004 3.4406 28.7781
Si 5.4932 3.374 28.6647
Si 9.4794 3.3334 28.6948
Si -0.0673 6.5687 28.7968
Si 3.7581 6.6767 28.7058
Si 7.61 6.8169 28.7966
Si 1.974 10.0567 28.7849
Si 5.7199 10.1184 28.9367
Si 9.4704 9.8743 28.6257
Si -0.17 2.1778 29.4671
Si 3.6458 2.1915 29.4558
Si 7.5234 2.1641 29.2381
Si 1.8778 5.597 29.6822
Si 5.7088 5.5828 29.4651
Si 9.5248 5.5748 29.5035
Si -0.0627 8.8879 29.29
Si 3.8167 8.8736 29.602
Si 7.6216 8.9552 29.7411
Si 1.9365 12.2559 29.6136
Si 5.8084 12.3726 29.5035
Si 9.6088 12.1785 29.3029
Si -0.0859 2.2034 31.8419
Si 3.7541 2.2016 31.8424
Si 7.6303 2.1878 31.7003
Si 1.9006 5.5851 31.9976
Si 5.7538 5.564 31.8483
Si 9.5955 5.5665 31.8668
Si -0.0355 8.912 31.7385
Si 3.8503 8.8949 31.9445
Si 7.694 8.9386 32.0418
Si 1.9314 12.2619 31.9438
Si 5.7984 12.3273 31.8768
Si 9.6341 12.2425 31.7366
Si 1.8508 1.1054 32.6834
Si 5.7286 1.1438 32.6457
Si 9.5741 1.082 32.5724
Si -0.0632 4.4412 32.6519
Si 3.8384 4.4327 32.6657
Si 7.6791 4.4095 32.6052
Si 1.8788 7.8359 32.6799
Si 5.7687 7.771 32.7205
Si 9.6632 7.8031 32.6562
Si -0.0388 11.1328 32.5995
Si 3.8814 11.1545 32.6677
Si 7.7223 11.2008 32.6775
Si 1.9241 1.1184 35.0371
Si 5.7954 1.1249 35.0161
Si 9.6528 1.109 34.9767
Si -0.0097 4.4596 35.0187
Si 3.8715 4.4566 35.0268
Si 7.726 4.4507 34.9942
Si 1.9217 7.8233 35.0362
Si 5.7955 7.805 35.0591
Si 9.6766 7.813 35.0216
Si -0.0094 11.1563 34.9909
Si 3.8739 11.1625 35.0283
Si 7.737 11.1757 35.0351
Si -0.0024 0.0024 5.1293
Si 3.8752 -0.0098 5.1334
Si 7.733 0.0058 5.1571
Si 1.9352 3.3633 5.0891
Si 5.8186 3.358 5.1213
Si 9.6695 3.3393 5.1239
Si 0.0116 6.7014 5.1208
Si 3.867 6.6916 5.1274
Si 7.7346 6.7056 5.1476
Si 1.9314 10.0448 5.1368
Si 5.8067 10.0509 5.1416
Si 9.6801 10.0462 5.126
Si 0.0197 0.0161 7.4944
Si 3.9088 -0.0206 7.5034
Si 7.7506 0.0137 7.546
Si 1.9867 3.4019 7.4255
Si 5.8953 3.3876 7.4801
Si 9.7168 3.3218 7.4856
Si 0.06 6.7007 7.4807
Si 3.9004 6.6823 7.4923
Si 7.7727 6.7334 7.5267
Si 1.9595 10.0342 7.5079
Si 5.8532 10.0585 7.5168
Si 9.7451 10.0497 7.4899
Si 0.1052 2.2683 8.2369
Si 3.9297 2.2696 8.0951
Si 7.7904 2.2539 8.3754
Si 1.9729 5.5933 8.3398
Si 5.8405 5.6114 8.3278
Si 9.7283 5.5649 8.1857
Si 0.0488 8.8984 8.3504
Si 3.9105 8.9093 8.2424
Si 7.8207 8.9888 8.3091
Si 1.9425 12.2815 8.2613
Si 5.841 12.2684 8.3783
Si 9.6914 12.2731 8.2874
Si 0.1953 2.2805 10.5922
Si 3.9858 2.2944 10.3905
Si 7.8351 2.2838 10.7983
Si 1.991 5.5735 10.7538
Si 5.8518 5.6572 10.7182
Si 9.7799 5.5264 10.5092
Si 0.0766 8.8355 10.762
Si 3.9271 8.882 10.5903
Si 7.8982 9.0479 10.6871
Si 1.9363 12.2733 10.6187
Si 5.848 12.2578 10.7952
Si 9.7062 12.2658 10.6566
Si 2.1733 1.1307 11.3158
Si 5.811 1.1698 11.3355
Si 9.8786 1.1373 11.2628
Si 0.0511 4.4456 11.53
Si 3.944 4.4261 11.4359
Si 7.8369 4.5969 11.4267
Si 2.0632 7.7908 11.587
Si 5.9549 7.9666 11.3666
Si 9.7003 7.6761 11.4326
Si 0.0116 11.0859 11.4323
Si 3.8339 11.087 11.3329
Si 7.8306 11.2581 11.7023
O -13.6803 5.2117 20.9671
O -0.4622 -11.6789 25.8327
O 5.273 6.1986 13.9497
O 9.5218 7.2629 13.0542
O 0.4105 6.5052 14.7213
O 6.2084 10.8222 15.1644
O 2.2132 7.8149 13.2637
O -9.8464 12.1394 14.4596
O 3.5283 10.7581 12.9402
O 4.3626 9.5928 20.1096
O -9.9515 0.682 19.7005
O 5.3805 14.7564 12.9409
O 4.8738 3.5658 27.117
O 2.3445 8.2976 25.4422
O 7.9298 -0.2402 26.6816
O 11.6192 6.1767 27.1753
O 16.5344 2.283 17.5211
O 2.1151 14.536 25.6838
O 9.0464 9.5189 27.0254
O 2.5065 10.2513 27.2218
O 7.5506 7.2349 27.1738
O 9.4456 3.3628 27.0299
O -0.0593 -6.48 20.7084
O 1.4538 3.8417 27.1628
Si 14.8653 12.5665 22.7183
Si 4.5942 14.347 18.3918
Si 4.0223 41.1816 13.7798
Si 0.2135 11.6021 14.5048
Si -6.479 9.9324 15.9493
Si 12.3134 18.4015 26.2656
Si 1.7624 27.1838 18.079
Si -8.3253 24.9606 14.3291
Si 6.854 4.4146 23.6436
Si 20.7294 13.8515 20.9263
Si -2.2677 -8.1954 19.3274
Si -3.456 21.8078 26.1928
Si 17.7325 7.4995 14.3716
Si 7.8286 1.2035 15.9597
Si -0.2568 18.4225 14.699
Si 2.7486 1.4485 20.6628
Si -1.1487 0.9434 14.4243
Si 22.4364 19.2348 21.749
Si -22.5996 0.5233 25.7749
Si -9.6884 7.106 14.7134
Si 4.0735 5.1897 23.4676
Si 15.2106 0.4837 25.5561
Si -2.73 10.5289 17.5596
Si -3.9311 22.4621 21.9315
Si 0.3183 -2.4514 17.3835
Si 16.4089 22.2954 18.6906
Si 13.5883 8.3685 17.5535
Si -6.48 2.6623 15.9588
Si -11.3526 2.5528 16.4358
Si -2.7571 6.8421 23.7378
Si -10.8108 24.9664 23.7958
Si 2.9807 20.2187 25.5701
Si 4.2224 5.0794 14.4396
Si 7.728 21.3643 18.9846
Si 5.8477 10.3392 25.6947
Si -4.654 12.4716 19.2912
Si 5.2212 10.5288 21.1433
Si -6.6543 30.0251 25.5294
Si 2.7407 9.8495 25.6689
Si 7.6751 12.7986 25.0814
Si 19.8201 15.3629 23.4506
Si 12.1214 6.2004 19.3318
Si 21.1811 11.4891 22.8714
Si -9.7714 17.8611 21.3204
Si 19.2417 11.5505 14.9788
Si -1.36 3.0434 25.6495
Si 9.3342 2.235 18.4246
Si 8.7237 6.1444 13.9681
O 24.6042 -3.544 17.9442
O 0.3984 4.1011 15.8962
O -1.0185 15.8861 17.4357
O -0.1021 10.8703 13.0912
O 4.7349 1.6315 25.3236
O -2.3974 2.7639 24.4591
O 3.6521 12.8416 24.2913
O 19.0568 26.4675 15.5435
O 10.6895 -0.6345 14.7472
O -3.9494 0.0957 20.3462
O 8.3446 -6.953 18.8744
O -6.0042 5.1188 22.8747
O 4.0044 6.5867 24.3212
O 8.0776 -7.9696 23.9479
O -6.3694 10.0333 17.5744
O -1.2735 -12.2359 12.8489
O 0.3671 18.0776 22.0547
O 3.6579 37.326 15.534
O -13.406 12.4854 21.5635
O 1.0266 34.0353 18.2221
O 7.8698 21.1192 22.7973
O 3.8952 4.1895 13.1024
O 3.7032 20.0505 27.0318
O 11.5502 17.7593 13.2026
O 6.4102 30.594 25.1006
O 2.8985 5.8339 14.9894
O -3.4058 14.8215 17.5508
O 11.9757 13.0492 27.1306
O 14.2284 1.151 12.935
O -2.8794 10.7741 15.9381
O -2.9661 23.661 22.4176
O 9.1236 14.9913 15.0744
O -4.9754 15.6043 15.5316
O -14.4298 3.7165 18.8933
O 12.4449 -0.9073 17.6675
O 3.4842 34.9185 18.1503
O -9.8761 18.5862 19.8373
O 13.3941 19.1381 25.3193
O -0.4017 4.314 25.2978
O -5.7456 26.7198 18.4358
O 6.2357 24.7559 20.2092
O 4.1617 14.9534 19.8444
O -7.2646 11.5533 22.034
O 6.0886 21.2792 18.8425
O 6.4119 11.7451 25.0517
O 5.8135 10.3671 27.3075
O 14.9457 13.4809 17.7642
O -8.4675 0.6196 22.0043
O 1.6183 10.6676 24.8453
O 13.4048 11.8562 22.5569
O -3.2314 8.9935 17.8682
O -1.7651 14.6815 19.6863
O -2.4912 21.0471 25.1241
O -3.6163 4.9968 13.0484
O 10.4322 24.1239 18.0324
O 7.3849 14.1926 24.2533
O 4.2392 12.8671 14.3176
O 3.9533 1.9286 15.0953
O 11.037 24.257 23.2605
O 9.0975 14.8235 22.2137
O 3.0055 5.1275 22.2447
O 2.1548 16.2836 21.1187
O 19.6767 22.0666 20.4085
O -6.2274 -5.0318 15.5254
O -1.2791 19.9684 23.0955
O 3.9274 -0.2601 26.9846
O 0.1213 1.7191 15.0442
O 4.8995 4.2461 15.6653
O 6.189 8.3578 12.9878
O -1.8521 18.7274 14.9526
O 8.0061 11.4596 13.3743
O 6.1154 22.9491 22.0991
O 18.5264 22.5363 25.3533
O 7.2498 3.0935 22.7739
O 7.61 6.9751 14.847
O 2.0327 8.1728 15.9335
O 13.0348 15.1904 17.274
O -3.5994 11.6837 18.3328
O -7.7504 3.9582 24.5485
O 0.3373 26.3783 24.4812
O 4.3036 10.0832 25.1921
O -0.7617 18.7906 18.6788
O 8.9437 -1.2439 24.2478
O 11.7368 10.6191 15.7886

Results
free energy: -213990.087 eV
free energy less fixed offsets of O -568.88, Si -635.61 eV per atom: -4.647 eV

Forces (eV/angstrom), in the order of the atoms: element, x, y, z
Si -0.0101 0.0043 0.0263
Si -0.0045 0.0116 0.0026
Si 0.0052 0.0029 0.0048
Si -0.0057 -0.0002 0.007
Si -0.0068 -0.001 -0.0022
Si -0.0063 -0.0245 -0.032
Si 0.0046 0.0055 0.0101
Si -0.0126 0.0058 -0.0079
Si -0.0003 -0.0161 0.027
Si -0.0152 0.0095 0.006
Si -0.0087 0.0056 0.0208
Si -0.0019 0.0109 -0.0074
Si 0.0246 -0.0231 -0.0108
Si 0.0157 -0.004 -0.0032
Si -0.0248 -0.0374 0.0032
Si -0.0309 0.0203 0.0003
Si 0.0495 -0.0024 0.001
Si 0.0489 0.037 0.002
Si 0.0269 -0.0027 0.004
Si 0.0029 -0.0028 -0.0069
Si 0.007 -0.0233 -0.0098
Si 0.0212 0.0007 -0.0002
Si 0.008 -0.0392 -0.0107
Si 0.0228 0.0174 -0.0094
Si 0.049 -0.0397 0.0732
Si 0.0586 0.005 0.0633
Si -0.0472 -0.0644 -0.0402
Si -0.0881 0.0505 -0.1275
Si 0.1504 0.0368 -0.1521
Si 0.1208 0.1095 -0.0621
Si 0.0757 0.0304 -0.0854
Si 0.0123 0.0266 0.0752
Si 0.0256 -0.0186 0.0315
Si 0.0622 0.0255 -0.0579
Si 0.0098 -0.0645 0.0227
Si 0.0548 0.0621 0.134
Si -0.1841 -0.0702 -0.1861
Si 0.0005 0.0235 -0.0199
Si -0.0398 0.116 0.0412
Si -0.0496 0.032 0.0352
Si 0.0247 -0.0183 0.1332
Si -0.1211 -0.1299 -0.129
Si -0.0235 -0.0636 0.1029
Si -0.1469 -0.0821 0.0656
Si 0.0802 -0.1465 -0.0931
Si -0.0726 0.0907 -0.0193
Si 0.0498 0.0289 0.0673
Si 0.0146 -0.0003 0.0084
Si -0.0666 -0.0169 0.0083
Si -0.0055 0.0194 0.0021
Si -0.0123 0.0558 0.0018
Si -0.0119 0.0326 0.0062
Si 0.0126 0.0104 -0.0069
Si -0.0407 -0.0309 0.0064
Si -0.0067 -0.0241 -0.0054
Si -0.0542 -0.0184 0.0056
Si 0.0327 -0.0502 0.0048
Si -0.0233 0.0522 0.0089
Si 0.0126 0.0091 0.0032
Si 0.006 0.0076 -0.0016
Si 0.01 0.0033 -0.0275
Si 0.007 -0.007 -0.0074
Si -0.0066 -0.0018 0.0236
Si 0.0014 -0.0004 0.0268
Si 0.0059 -0.0053 -0.0097
Si 0.0096 0.0236 0.0049
Si -0.0052 -0.0062 -0.0113
Si 0.0108 -0.0065 -0.0208
Si 0.0011 0.0167 -0.0185
Si 0.0191 -0.0123 -0.0113
Si 0.0092 -0.0058 -0.0077
Si -0.0003 -0.0094 -0.0003
Si 0.0026 -0.0026 -0.0068
Si 0.0043 0.0005 -0.0056
Si 0.0065 -0.0026 -0.0068
Si 0.0018 0.0009 -0.007
Si -0.0078 0.0002 -0.0025
Si -0.0037 -0.0018 -0.0047
Si -0.0006 0.0011 -0.0039
Si 0.0028 -0.0028 -0.008
Si -0.0026 0.0006 -0.0026
Si 0.0056 0.0097 -0.0218
Si -0.0032 0.0077 -0.0084
Si -0.0018 -0.0024 -0.005
Si -0.0009 -0.0016 0.012
Si 0.0006 0.0002 0.0086
Si 0.0039 0.0019 0.0049
Si 0.0009 0.0006 0.0107
Si 0.0033 0.0023 0.007
Si 0.0035 -0.0005 0.0103
Si -0.0023 -0.0031 0.004
Si -0.0006 -0.0064 0.0044
Si 0.001 -0.0033 0.0068
Si -0.0013 -0.001 0.0093
Si -0.0062 -0.0053 0.0111
Si -0.0004 0.0036 0.0052
Si 0.0014 -0.0018 -0.0008
Si 0.0032 -0.0008 -0.0028
Si 0.0028 0.0002 0.0024
Si 0.0024 0.0003 -0.0024
Si 0.0012 0.0019 -0.0027
Si 0.0004 0.0004 -0.0029
Si 0.0009 0.0015 0.0025
Si -0.0021 0.0013 -0.0015
Si -0.0003 0.0003 0.0008
Si -0.0072 0.0009 -0.0042
Si -0.0045 -0.0006 -0.0059
Si -0.0006 -0.001 -0.0004
Si -0.001 -0.0024 0.0021
Si -0.0031 0.0011 0.0024
Si -0.0032 -0.001 -0.0009
Si -0.0023 0.002 0.0009
Si -0.0006 0.0004 0.0024
Si -0.0022 -0.0003 0.0006
Si 0 0.0011 0.0015
Si -0.0005 -0.001 0.0002
Si -0.001 -0.0001 -0.0001
Si 0.0029 0.001 0
Si 0.0074 -0.0001 -0.0004
Si 0.0022 0.0011 0.0023
Si -0.0007 0.0012 0.0014
Si 0.0003 0.001 0.0018
Si -0.0002 0.0001 0.0026
Si -0.0003 -0.0011 0.0028
Si 0.0012 -0.0005 0.0017
Si 0.0007 -0.0014 0.0023
Si 0.0005 0.001 0.0017
Si 0.0003 0.0002 0.0021
Si 0.001 -0.0004 0.0026
Si 0 -0.0008 0.0028
Si 0.0016 -0.0011 0.0018
Si 0.0001 -0.0005 0.0022
Si -0.0001 0.0001 -0.0015
Si -0.0003 -0.0003 -0.0016
Si -0.0013 0.0005 -0.0023
Si -0.0002 0.0005 -0.0011
Si 0.0011 0.0007 -0.0024
Si -0.0006 -0.0007 -0.002
Si 0 0.0001 -0.0013
Si -0.0006 -0.0003 -0.0006
Si -0.0007 0.0013 -0.0014
Si -0.0009 0 -0.0018
Si -0.0005 0.0005 -0.0016
Si -0.0004 -0.0004 -0.0008
Si -0.002 0.0003 0.0007
Si 0.0015 -0.0012 0.0011
Si 0.0005 -0.0011 0.0023
Si 0.0019 0.0013 -0.0021
Si 0.0002 0.0008 0.0006
Si 0.0044 0.0002 -0.0005
Si -0.0004 -0.001 -0.0001
Si -0.0018 0.0002 -0.0012
Si -0.0004 -0.0001 0.0015
Si 0.0002 0.0009 0.0006
Si 0.0007 -0.0027 0.0024
Si 0.0031 0.001 0.0008
Si -0.0025 0.0001 0.0045
Si -0.0036 0.0007 0.0026
Si -0.0019 -0.0008 0.0005
Si 0.0014 0.0006 0.0018
Si -0.0002 0.0009 0.0045
Si 0.0008 0.0008 0.0014
Si -0.0026 0.0017 0.0035
Si 0.0007 -0.0001 0.0058
Si -0.003 0.0023 0.0032
Si 0.0005 -0.0009 0.0015
Si -0.0016 0.002 0.0015
Si 0.0009 -0.0002 0.0047
Si -0.0072 0.0008 -0.0098
Si 0.0026 0.0013 -0.0107
Si 0.0017 -0.0018 -0.0049
Si 0 0.0029 -0.005
Si 0.0038 -0.0025 -0.0102
Si 0.0015 0.0011 -0.0094
Si 0.0011 0.0015 -0.0071
Si 0.0006 0.0045 -0.0069
Si -0.0012 -0.0056 -0.0089
Si 0.0009 0.0064 -0.0086
Si -0.0009 0.0015 -0.0076
Si -0.0004 0.0033 -0.0057
Si 0.0013 -0.0023 0.0088
Si 0.0013 0.0041 0.0077
Si 0.0048 -0.0003 0.0105
Si -0.0007 0.0001 0.0068
Si -0.0037 -0.0009 0.0063
Si -0.0054 0.0029 0.0057
Si 0.0024 -0.0018 0.0045
Si 0.0028 0.0031 0.0028
Si -0.0021 -0.0013 0.0072
Si -0.001 -0.0031 0.006
Si -0.0028 -0.0091 0.002
Si 0.0022 0.0042 0.0078
O -0.0002 0.0011 0.0016
O 0.0005 -0.0008 0.0002
O -0.0012 0.001 -0.0007
O 0.0012 0.0007 -0.003
O 0.0012 0.0006 -0.0009
O 0.0001 0.0013 -0.001
O 0.0002 0.0005 -0.0014
O 0.0017 -0.0005 -0.0007
O -0.0002 0.0056 0.0078
O -0.0004 0.0011 0
O -0.0003 0.0003 -0.0004
O -0.0006 -0.0019 0.0013
O 0.0006 -0.002 -0.002
O 0.0204 0.0158 0.0274
O -0.0005 0.0005 0.0078
O 0.0012 -0.0017 -0.0009
O -0.0007 0.0016 -0.0014
O 0.004 -0.0018 0.0014
O 0.0014 0.0027 0.0048
O -0.0049 -0.0078 -0.0285
O 0.0011 -0.0004 -0.0008
O -0.001 0.0006 -0.0012
O -0.0006 0.0018 0.001
O -0.0011 -0.0001 0.0004
Si 0.0019 0.0022 -0.0019
Si -0.0008 -0.0004 -0.0004
Si -0.0001 -0.0055 0.0155
Si -0.0037 0.0013 0.0032
Si 0.0011 -0.0022 0.0005
Si -0.0021 0.0013 -0.0044
Si 0.0001 0.0013 0.0007
Si 0.0064 0.0066 0.0007
Si 0.0004 -0.0022 -0.0006
Si -0.0008 0.0006 -0.0026
Si -0.0004 -0.0001 -0.0005
Si -0.0025 -0.0011 -0.0058
Si 0.0003 0.0006 0.0046
Si -0.0001 0.0024 0.0037
Si -0.0008 -0.0003 0.0029
Si -0.0007 0.0015 -0.0014
Si 0.0023 -0.0034 -0.0091
Si -0.0002 -0.0004 -0.0044
Si -0.0019 0.0033 -0.0018
Si -0.0007 -0.0012 0.0027
Si -0.0031 -0.0021 -0.0039
Si -0.0057 0.0007 -0.0007
Si -0.0012 0.0012 0.0013
Si 0.0004 -0.0012 -0.004
Si 0.0012 0.0027 0.0018
Si -0.001 -0.001 0.0009
Si 0.0005 -0.0009 0.0002
Si -0.0007 0.0016 -0.0005
Si 0.0012 0.0033 0.0026
Si 0 0.0031 -0.0009
Si 0.0011 0.0069 0.005
Si 0.0011 0.023 -0.0048
Si 0.0007 0.0005 0.0029
Si 0.0002 -0.0008 0.001
Si 0.0015 -0.004 0.0039
Si -0.0007 0.0015 0.0027
Si 0.0002 0.0013 -0.0014
Si 0.0011 0.0034 0.0004
Si -0.0266 -0.0177 0.0114
Si -0.0003 0.0019 -0.0036
Si 0.0016 0.0002 -0.0022
Si -0.001 -0.0013 0.0016
Si -0.0028 0.0022 -0.0027
Si -0.001 0.0002 -0.0008
Si -0.0005 -0.0006 0.006
Si 0.0015 -0.0034 -0.0055
Si 0.0002 0.0013 0.0011
Si 0.0007 0.0001 0.0041
O -0.0006 0.0011 -0.0004
O -0.0003 -0.0012 0.0009
O -0.0012 0.0004 0.0003
O -0.0003 0.001 0.002
O -0.0008 -0.0007 0.0017
O 0.0019 -0.0002 0.0073
O 0.0014 0.0004 0.0032
O 0.0002 -0.001 -0.0022
O 0.0001 0.0057 -0.007
O -0.0003 -0.0007 -0.0003
O -0.0009 0.0032 0.0003
O -0.0006 0 0.0013
O -0.0109 0.0067 0.0173
O -0.0009 -0.0001 0.001
O 0.0002 0.0012 0.0003
O 0.001 0.0005 0.0097
O -0.0007 -0.0004 0.0016
O -0.0014 0.004 -0.0037
O 0.0004 -0.0025 0.004
O 0.0002 0.0015 -0.0001
O 0.0009 0.0022 0.0035
O 0 0.0003 -0.0047
O -0.0076 0.0029 -0.015
O -0.001 0.0003 -0.0042
O -0.0018 0.0004 -0.0004
O -0.0015 0.0019 -0.0011
O -0.0005 0.0011 0.0009
O -0.0028 0.0014 0.0019
O 0.0029 -0.0002 0.0011
O -0.0004 0.0023 -0.0015
O 0.0014 0.0015 0.0027
O 0.0009 -0.0003 -0.0016
O -0.0006 0.0023 0
O 0.0001 -0.0001 -0.0004
O -0.0004 -0.0007 -0.0005
O 0.001 0.0015 0.0002
O 0.0002 0.0011 0.0017
O 0.0007 0.0024 0.0028
O 0.0007 0.0008 0.0032
O 0.0008 0.0004 0.0015
O 0.0003 0.0013 -0.001
O 0 0.0006 -0.0001
O -0.0012 0.0012 0.0018
O -0.0003 0.0012 0.0005
O -0.0004 -0.0017 0.0014
O 0.0008 0.0021 -0.0033
O -0.0006 0.0002 0.0011
O -0.0004 -0.0013 0.002
O 0.0201 -0.0249 0.0169
O -0.0013 -0.0007 0.0026
O 0.0007 0.0016 0.0001
O -0.0003 0.0021 0
O -0.0031 0.0001 0.0012
O -0.0001 -0.0012 -0.0001
O -0.0007 0.0001 -0.0001
O 0.0008 0.0015 0.0019
O -0.0098 0.003 -0.0114
O 0.002 -0.0092 -0.0087
O 0.0001 -0.0003 0.0001
O -0.0014 0.0016 0.0037
O 0.0006 0 0.0027
O -0.0002 0.0008 0.0015
O -0.0007 0.0006 0.0021
O -0.0004 0.0027 0.0004
O -0.0014 0.0011 0.0028
O 0.0012 0.0009 0.0008
O -0.0032 -0.0035 -0.0021
O 0.001 -0.0034 0.0013
O -0.0005 0.0014 -0.0014
O -0.0004 0.0007 -0.0013
O -0.0009 -0.0006 -0.0066
O -0.0005 0.0005 0.0016
O -0.0013 0.0022 0.0069
O -0.0009 0.0002 0.0026
O -0.0004 0.0001 -0.0012
O 0 0.0018 -0.0004
O 0.0002 0.001 -0.0006
O 0.0001 0.0004 -0.0005
O 0.0017 -0.0003 0.0018
O 0.0016 -0.0059 0.0015
O -0.0001 0.0004 0.0027
O -0.0007 0.0007 -0.0001
O 0.0008 -0.0016 0.0003
O -0.0003 0.0039 -0.0044

The program warned: the cutoff lies below the one the program advises for these potential files; the forces do not sum to zero within the program's tolerance; the exchange-correlation potential is rough where the density is thin.
